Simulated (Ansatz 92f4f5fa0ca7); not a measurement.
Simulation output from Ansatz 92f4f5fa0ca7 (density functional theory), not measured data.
Periodic cell of 216 atoms, Si133O82H1, from a study of silicon, its oxide and their interface. The atomic structure is a simulated model.
Doubt: the cutoff is far below the 930 eV that the study's wrapper takes by default for these files, so forces and energies are approximate.
This geometry differs little from another in the collection (a relaxation step or a small displacement).

Settings
functional: PBE
potential files: Ansatz PAW
basis: plane waves
wave-function cutoff: 580 eV
density cutoff ratio: 5
exchange-correlation grid ratio: 1
k mesh: 1 x 1 x 1, Gamma-centred
self-consistency stop: 5e-08 eV per atom in the density residual
occupations: fixed
spin: none
net charge: +1 e, with a uniform compensating background and no finite-size correction

Cell vectors (angstrom)
a 10.938 0 0
b 0 10.938 0
c 0 0 31.3223

Atoms and the computed forces on them: element, x, y, z (angstrom), force x, y, z (eV/angstrom)
Si 0.2247 -0.7048 23.8955 0.0004 0.0005 -0.0007
Si 5.0166 0.3378 23.8892 0 0.0007 0.0003
Si 3.2242 2.1305 23.7455 0.0006 -0.0008 -0.0008
Si 7.8803 3.0579 23.9523 -0.0007 0.0002 -0.0003
Si -0.6029 6.1229 23.9252 -0.0007 -0.0001 -0.0002
Si 6.1386 4.8942 23.9373 0.0009 -0.0003 0
Si 2.1737 8.7638 23.9444 -0.0003 -0.0003 0.0002
Si 8.5913 7.7377 24.2066 0.0013 0.0001 -0.0004
Si 1.3211 1.2559 24.9516 -0.0002 -0.0002 0.0003
Si 6.7753 1.3655 25.1597 0.0001 -0.0002 0.0002
Si 4.1684 3.9754 25.0108 -0.0002 0.0003 0.0005
Si 9.5778 4.174 25.1307 -0.0002 0.0004 0.0003
Si 1.3439 6.8527 25.0798 -0.0001 0.0004 0.0002
Si 6.8129 6.714 25.2858 -0.0002 0 0.0005
Si 3.9914 9.619 25.2122 -0.0001 -0.0001 -0.0002
Si 9.5636 9.4816 25.4078 -0.0003 -0.0001 0.0003
Si 2.6578 0.0481 26.5593 0.0004 0.0003 -0.0007
Si 8.168 0.0277 26.5436 0.0002 0.0002 0
Si 0.0332 2.7195 26.4182 0 0.0001 -0.0001
Si 5.4622 2.7309 26.5623 0.0001 -0.0001 -0.0012
Si 2.7696 5.4243 26.4072 0.0001 0 -0.0005
Si 8.241 5.441 26.6223 0.0003 -0.0004 -0.0014
Si 0.0707 8.1377 26.6325 0 0 -0.001
Si 5.4263 8.207 26.5083 0 -0.0003 -0.0003
Si 4.1018 1.3673 27.904 -0.2678 0.1215 0.1791
Si 9.5708 1.3673 27.904 0.1153 0.2899 -0.4667
Si 1.3673 4.1018 27.904 0.187 -0.1226 -0.7822
Si 6.8362 4.1018 27.904 -0.0163 -0.1951 0.4121
Si 4.1018 6.8362 27.904 -0.2471 -0.2262 -0.4693
Si 9.5708 6.8362 27.904 0.2324 -0.1635 0.7382
Si 1.3673 9.5708 27.904 0.1553 0.0959 0.5765
Si 6.8362 9.5708 27.904 -0.2113 -0.0715 -0.2009
Si 0 0 29.2713 -0.0216 -0.0812 0.0023
Si 5.469 0 29.2713 -0.0967 -0.0953 0.0023
Si 2.7345 2.7345 29.2713 0.0849 -0.0086 0.0245
Si 8.2035 2.7345 29.2713 -0.0088 0.0328 0.0294
Si 0 5.469 29.2713 -0.1352 0.0586 0.0437
Si 5.469 5.469 29.2713 0.0229 -0.0302 -0.0094
Si 2.7345 8.2035 29.2713 -0.0184 0.0702 0.0339
Si 8.2035 8.2035 29.2713 0.0439 -0.0249 -0.0106
Si 1.3673 1.3673 30.6385 -0.0283 0.0046 -0.0028
Si 6.8362 1.3673 30.6385 0.0539 -0.009 -0.042
Si 4.1018 4.1018 30.6385 -0.0281 0.0419 0.013
Si 9.5708 4.1018 30.6385 0.0192 -0.046 -0.0212
Si 1.3673 6.8362 30.6385 0.0419 -0.0272 -0.0274
Si 6.8362 6.8362 30.6385 0.0033 0.0175 -0.0027
Si 4.1018 9.5708 30.6385 0.0323 -0.0334 -0.015
Si 9.5708 9.5708 30.6385 -0.0327 0.0406 -0.0036
Si 2.7345 0 0.6835 0.0429 -0.0536 -0.0202
Si 8.2035 0 0.6835 -0.0522 0.0053 0.0309
Si 0 2.7345 0.6835 -0.0796 0.0292 0.0302
Si 5.469 2.7345 0.6835 0.0304 -0.0414 0.0164
Si 2.7345 5.469 0.6835 -0.0404 0.0635 0.018
Si 8.2035 5.469 0.6835 0.0878 -0.0256 -0.0219
Si 0 8.2035 0.6835 -0.0273 -0.0165 0.0066
Si 5.469 8.2035 0.6835 -0.0107 0.036 0.0343
Si 4.1018 1.3673 2.0507 -0.1014 -0.0664 -0.0523
Si 9.5708 1.3673 2.0507 0.0515 -0.0268 0.0093
Si 1.3673 4.1018 2.0507 0.1331 0.0442 0.0144
Si 6.8362 4.1018 2.0507 0.0342 0.0839 -0.0214
Si 4.1018 6.8362 2.0507 0.0408 -0.0303 0.0049
Si 9.5708 6.8362 2.0507 -0.1423 -0.0049 -0.0576
Si 1.3673 9.5708 2.0507 0.0268 0.1072 -0.0198
Si 6.8362 9.5708 2.0507 0.0843 -0.0346 0.0461
Si 0 0 3.418 0.2475 0.2724 -0.3577
Si 5.469 0 3.418 -0.471 0.0188 0.3121
Si 2.7345 2.7345 3.418 0.041 -0.0397 -0.3677
Si 8.2035 2.7345 3.418 0.1345 0.1163 0.4054
Si 0 5.469 3.418 0.1326 0.3396 0.4547
Si 5.469 5.469 3.418 -0.1194 -0.1131 -0.3285
Si 2.7345 8.2035 3.418 0.0154 0.0202 0.585
Si 8.2035 8.2035 3.418 0.0447 -0.3172 -0.7195
Si 1.3627 1.4183 4.7826 -0.0005 -0.0001 0.0011
Si 6.7904 1.3906 4.7864 -0.0006 -0.0007 0.0002
Si 4.1113 4.0789 4.7621 -0.0008 -0.0013 0.001
Si 9.6126 4.1184 4.8372 0.0005 0.0014 -0.0003
Si 1.3951 6.8428 4.8902 -0.0009 -0.0002 0.0009
Si 6.8133 6.8542 4.7274 0.0014 -0.0001 0.0011
Si 4.0433 9.612 4.8775 -0.0001 0.0004 0.0005
Si 9.6387 9.4984 4.6707 0.0002 -0.0002 0.0024
Si 2.6706 0.1326 6.2805 0.0024 -0.0001 -0.0014
Si 8.1913 -0.1075 5.8912 0.001 -0.0002 -0.0007
Si 0.1184 2.8413 6.2472 -0.0009 -0.0013 -0.0007
Si 5.4618 2.7597 6.233 0.0009 0.0008 -0.0014
Si 2.7859 5.3763 6.2246 -0.0004 0.0009 -0.0008
Si 8.249 5.5698 6.1152 -0.0008 -0.0008 -0.0018
Si 0.0762 8.3714 6.2352 0.0014 -0.0005 -0.0019
Si 5.4692 8.1821 6.1648 -0.0006 0.0009 -0.0006
Si 3.7063 1.8632 7.5898 -0.001 -0.001 0.0001
Si 9.696 1.1469 7.0716 0.0028 -0.0001 0.0014
Si 1.987 3.6165 7.6765 0.0007 0.0003 -0.0004
Si 6.4473 4.6536 7.288 0.0002 -0.0002 0.0013
Si 4.6305 6.3167 7.3529 0.001 -0.0012 -0.0017
Si 9.134 7.4495 7.2438 0.0012 0.0015 0.0005
Si 0.6552 10.4291 7.425 -0.005 0.0014 0.0005
Si 7.362 9.0717 7.2291 -0.0006 -0.0003 0.0001
O 7.1449 4.1922 9.0515 0.0001 -0.0001 0.0007
O 7.2586 9.1786 8.9197 -0.0001 0.0003 -0.0002
O 9.2842 7.4059 8.9323 0.0001 -0.0004 -0.0001
O 0.8838 10.4933 9.0791 0.0009 -0.0002 0.0001
O 4.1928 1.4702 9.1504 0.0001 0.0002 0.0004
O 1.8486 3.9584 9.3234 -0.0001 -0.0001 0.0003
O 8.3497 1.8449 7.9242 -0.0008 0 0.0008
O 4.2355 6.5173 8.9477 -0.0004 0.0003 0.0023
O 8.2792 8.2585 22.6597 -0.0005 0.0001 -0.0004
O 8.568 2.3036 22.6187 0.0002 -0.0002 -0.0005
O 6.0695 5.6583 22.4517 -0.0005 -0.0004 -0.0003
O 2.7914 2.5671 22.1816 0 -0.0001 0.0002
O 10.4005 9.9874 22.3826 -0.0005 -0.0003 -0.0002
O 0.1704 3.6766 18.2887 0.0005 -0.0001 -0.0012
O 2.6411 8.6308 22.3526 0.0001 0 -0.0003
O 5.5512 -0.4874 22.5445 0 -0.0003 -0.0002
Si 7.0772 5.2288 10.5047 -0.0007 -0.0006 -0.0023
Si -1.2989 3.9054 11.222 -0.0015 -0.0002 -0.0011
Si 3.2856 7.2485 10.0276 -0.0002 0.0002 -0.0002
Si 3.1815 13.5199 15.8209 0.0007 0.0001 0.0014
Si -1.3265 12.2447 12.7435 0 0.0004 -0.0004
Si -0.2357 5.2642 21.0266 -0.0001 0.0002 0.0003
Si 6.3653 10.31 21.1389 0 0.0008 -0.0003
Si 9.0579 -1.6389 21.6815 0.0003 0 0
Si 6.2649 -7.9374 15.1915 0.0003 0.0004 0.0011
Si 1.4579 -1.4688 10.1968 0.0001 0.0001 -0.0011
Si 7.8356 2.559 9.261 0.0001 0.0021 -0.0032
Si 5.7949 0.7346 18.5907 0 -0.0025 0.0006
Si -1.691 2.5327 21.1472 -0.0001 -0.0003 0.0006
Si 7.7348 5.0341 17.0825 -0.0004 -0.0001 0.0015
Si 6.9039 3.2506 19.4021 -0.0008 -0.0004 0.0006
Si 1.5181 4.7529 10.7232 -0.0001 0.0006 0
Si 5.244 5.2632 21.1095 0.0003 0 -0.0001
Si 3.4448 -0.2119 16.8611 0.0016 -0.0003 0.0025
Si 5.2154 3.7584 12.4423 0.0004 0.0005 -0.001
Si 9.8659 -1.408 11.8081 0.0001 -0.0001 -0.0009
Si -3.4942 11.24 14.5389 0.0003 0.0006 0.0007
Si 5.1033 -1.6882 14.5828 0.0002 0 0.0008
Si 2.577 3.8917 21.2473 0.0001 0.0002 0.0001
Si 1.6671 3.0171 18.4632 0.0004 0.0004 0.0015
Si -0.8066 10.3805 14.6607 0.0006 -0.0001 0.0002
Si 8.0558 8.0546 9.8204 -0.001 -0.0013 0.0003
Si 5.021 8.0297 19.573 0.0004 0.0003 0.0002
Si 13.2668 9.1687 20.8495 0.0005 -0.0001 0.0007
Si 10.7481 -5.685 17.9755 0.0001 -0.0001 0.0016
Si 5.2155 7.0223 16.6129 0.0003 -0.0001 0.0021
Si 5.1356 12.2875 10.4823 0.0018 0.0004 -0.0005
Si 11.6063 11.5803 20.0327 0.0003 0.0007 0.0011
Si 4.0302 9.6337 11.6648 0.0002 -0.0002 -0.0006
Si -0.2044 8.8544 19.3856 0 -0.0002 0.0011
Si 2.5246 4.3364 13.5814 0.0009 -0.0003 0
Si 2.1989 6.2783 16.0112 0.0007 -0.0005 0.0016
Si 1.0466 8.9485 16.7333 0.0004 0.0002 0.0015
O 2.2018 -2.6636 9.3449 0.0004 -0.0003 0.0005
O 6.1694 8.877 20.3659 0.0003 0.0003 -0.0001
O 9.2136 2.8738 10.0307 0.001 -0.0002 0.0009
O -0.2683 10.4896 19.278 0.0001 -0.0001 -0.001
O 1.0988 8.3257 20.2027 0.0004 0.0001 -0.0007
O -2.8409 2.3012 20.0055 0.0004 -0.0001 -0.0006
O 2.4171 2.9683 14.4382 0.0001 -0.0003 -0.0004
O -0.1163 4.9057 10.7571 0.001 0.0002 0.0001
O -1.0173 2.8861 12.4561 0.0004 -0.0006 0.0003
O 9.5597 4.1217 21.047 0.0002 -0.0003 -0.0003
O 5.7531 4.7606 11.2619 -0.0006 -0.0003 0.001
O 14.5677 8.7874 19.9552 -0.0006 0.0001 -0.0002
O 3.7263 -5.969 21.6132 0.0005 0.0001 -0.0005
O 9.9155 9.2977 13.4287 0.0002 0.0001 0.0003
O 5.9013 3.8853 20.5196 -0.0003 0.0006 0.0001
O 5.1262 8.0036 17.9317 -0.0002 0 -0.0005
O 8.6952 -11.2408 15.4126 -0.0004 0.0001 -0.0001
O 9.3473 -5.4872 17.1033 0.0005 0 -0.0011
O 13.1661 -1.1238 17.4534 0.0001 -0.0004 -0.0012
O 13.559 3.6046 19.6482 0.0002 0.0001 -0.0004
O 2.0065 5.5553 14.5413 0.0001 0.0003 -0.0003
O 5.7866 11.5084 20.2125 0.0007 0.0001 0.0005
O 6.6145 -4.7534 16.7869 0.0003 -0.0002 -0.0013
O 10.6158 1.6369 20.9145 -0.0003 0.0001 -0.0006
O -2.5908 4.8779 11.4416 0.0013 -0.0001 0.0012
O 4.2522 -2.7899 10.99 0.0001 0.0002 0.0002
O 2.378 6.1323 10.797 0 -0.0004 -0.0001
O 12.8014 -0.1713 20.8537 0.0002 -0.0002 -0.0005
O 7.0318 6.7802 10.096 0.0013 0.0009 0.0002
O 22.1107 -2.0595 11.0903 0.0001 0.0001 0.0003
O 4.0674 4.6367 13.1618 -0.0006 -0.0001 -0.0002
O 4.7319 14.0528 15.7414 -0.0001 -0.0004 -0.001
O -0.0318 -2.5926 17.8272 -0.0001 0.0003 -0.0009
O 6.0854 13.261 18.3354 0.0004 0.0012 0.0003
O -0.5477 6.3002 22.2474 0.0004 -0.0003 -0.0004
O 2.5114 14.2294 17.1094 -0.0005 -0.0001 -0.0007
O -2.9602 -0.4479 21.3678 0 -0.0003 -0.0003
O 5.0808 10.7719 11.099 0.0001 -0.0001 0.0002
O 1.1091 5.7602 17.1178 -0.0003 -0.0001 -0.001
O -4.4619 10.008 14.139 0.0001 -0.0005 -0.0005
O 1.1461 4.5761 21.5367 0.0002 -0.0001 -0.0002
O -4.0836 -0.2618 17.8526 0.0258 0.0194 -0.0303
O -8.4042 10.1555 11.2247 0.0001 0 0.0001
O 6.6441 1.4275 15.3776 0.0004 -0.0008 -0.0007
O 3.7747 6.1872 16.5129 0 0 -0.0012
O 4.2963 11.2995 18.1039 -0.0003 0.0006 -0.0018
O 6.3147 3.4017 13.5882 0.0003 -0.0003 0.0001
O 5.4013 7.7425 15.1355 0 0.0001 -0.0009
O 0.2777 9.9421 15.7272 0.0006 -0.0004 -0.0007
O 12.7028 7.834 15.7943 -0.0003 0.0002 -0.001
O -0.3443 11.803 13.9741 0.0004 -0.0002 -0.0001
O 6.6937 1.7306 10.0455 -0.0011 -0.0011 0.0014
O -0.2375 -5.0185 19.5019 0.0001 0 -0.0005
O -2.8849 22.9188 13.198 0.0002 -0.0002 0.0002
O 5.1785 6.4719 20.0335 0.0001 -0.0007 -0.0001
O 1.7745 4.024 12.1614 0.0003 0 -0.0001
O -6.5457 9.9237 15.8467 -0.0007 0.0007 -0.0008
O 9.4197 -2.4437 20.2823 0.0001 -0.0001 -0.0008
O -3.5327 3.8847 15.9541 0.0002 0.0001 -0.0006
O -6.7929 9.3729 13.2614 0.0004 0 0.0005
O 4.6965 2.4079 11.6582 -0.0002 0.0001 0.0001
O 2.8924 1.0035 15.9454 0.0002 -0.0003 -0.0009
O 9.8448 0.2267 11.5069 0.0003 -0.0002 0.0004
O 8.5612 8.7388 11.2033 0.0002 0.0001 0.0003
O 7.5252 4.5044 18.5961 0.0001 -0.0003 -0.0007
O 1.3985 12.4026 18.8305 -0.0002 -0.0002 -0.0008
H -3.1814 0.0471 17.6761 -0.0252 -0.0185 0.0306

Results
free energy: -131201.696 eV
free energy less fixed offsets of H -15.97, O -568.88, Si -635.61 eV per atom: -1.436 eV

The program warned: the cutoff lies below the one the program advises for these potential files; the exchange-correlation potential is rough where the density is thin.
